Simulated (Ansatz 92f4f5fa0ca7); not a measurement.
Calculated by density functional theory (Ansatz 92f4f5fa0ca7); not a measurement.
Periodic cell of 221 atoms, Si132O87H1N1, from a study of silicon, its oxide and their interface. The atomic structure is a simulated model.
Doubt: the cutoff is far below the 930 eV that the study's wrapper takes by default for these files, so forces and energies are approximate.
This geometry differs little from another in the collection (a relaxation step or a small displacement).

Settings: functional PBE; potential files Ansatz PAW; basis plane waves; wave-function cutoff 580 eV; density cutoff ratio 5; exchange-correlation grid ratio 1; k mesh 1 x 1 x 1, Gamma-centred; self-consistency stop 5e-08 eV per atom in the density residual; occupations fixed; spin none; net charge 0.

Cell vectors (angstrom)
a, 10.938, 0, 0
b, 0, 10.938, 0
c, 0, 0, 32.2584

Atoms and the computed forces on them: element, x, y, z (angstrom), force x, y, z (eV/angstrom)
Si, -0.2244, 0.2366, 24.7069, 0.0069, -0.0068, 0.0007
Si, 5.7158, -0.3409, 24.7753, -0.0059, 0.0103, 0.0016
Si, 2.5145, 2.817, 24.7828, 0.0058, -0.0063, -0.0006
Si, 8.4658, 2.4746, 24.7148, -0.0056, 0.0137, 0.0146
Si, 0.1938, 4.9714, 24.6525, -0.0087, 0.0053, 0.0099
Si, 5.2352, 5.8027, 25.062, 0.0134, -0.0065, -0.0058
Si, 2.9693, 7.9153, 24.8093, -0.0112, 0.0092, 0.0002
Si, 7.9674, 8.3907, 24.7958, 0.006, -0.0104, 0.0012
Si, 1.3203, 1.331, 26.13, -0.0005, 0.001, -0.0056
Si, 6.8528, 1.3181, 26.0352, -0.0039, -0.0029, -0.0068
Si, 4.0712, 4.0495, 26.1018, 0, -0.0055, 0.0019
Si, 9.5666, 4.0184, 26.1214, -0.0055, -0.0013, -0.0118
Si, 1.2921, 6.7286, 25.9648, 0.0013, -0.0039, -0.0063
Si, 6.8379, 6.9347, 26.2779, 0.0032, -0.0065, -0.0001
Si, 4.0981, 9.521, 26.1251, 0.0019, 0.0009, -0.0094
Si, 9.5681, 9.5816, 26.0515, 0.001, -0.0003, -0.003
Si, 2.7357, -0.0132, 27.4605, 0.0013, 0.0016, 0.007
Si, 8.2162, -0.0047, 27.4662, -0.0005, 0.0006, -0.0044
Si, 0.0043, 2.7151, 27.5171, 0.0014, 0.0009, -0.0026
Si, 5.4914, 2.7094, 27.4361, 0.0032, -0.0003, 0.0014
Si, 2.6991, 5.4489, 27.4496, -0.0067, 0.0003, -0.0054
Si, 8.2217, 5.4552, 27.4756, 0.0008, -0.0023, 0.001
Si, 0.0071, 8.1771, 27.3988, 0.002, 0.0008, 0.0038
Si, 5.4469, 8.2541, 27.5727, 0.0031, 0.0034, 0.0054
Si, 4.1018, 1.3673, 28.8401, 0.0902, -0.0318, -0.1941
Si, 9.5708, 1.3673, 28.8401, -0.1013, -0.1272, 0.2354
Si, 1.3673, 4.1018, 28.8401, -0.0156, 0.0479, 0.2164
Si, 6.8362, 4.1018, 28.8401, 0.0277, -0.1463, -0.1475
Si, 4.1018, 6.8362, 28.8401, -0.3377, -0.1895, 0.087
Si, 9.5708, 6.8362, 28.8401, 0.1993, 0.0223, -0.1863
Si, 1.3673, 9.5708, 28.8401, -0.0235, -0.2668, -0.3008
Si, 6.8362, 9.5708, 28.8401, 0.1864, 0.4658, 0.4783
Si, 0, 0, 30.2074, -0.1114, -0.0002, -0.0207
Si, 5.469, 0, 30.2074, 0.1312, 0.0145, 0.0437
Si, 2.7345, 2.7345, 30.2074, -0.037, 0.0922, -0.0408
Si, 8.2035, 2.7345, 30.2074, 0.002, -0.0478, 0.0195
Si, 0, 5.469, 30.2074, 0.0568, -0.0272, 0.0013
Si, 5.469, 5.469, 30.2074, -0.0944, -0.0224, -0.0461
Si, 2.7345, 8.2035, 30.2074, -0.0162, -0.1009, 0.0031
Si, 8.2035, 8.2035, 30.2074, -0.0476, 0.0537, -0.0367
Si, 1.3673, 1.3673, 31.5746, 0.0821, -0.0302, -0.0197
Si, 6.8362, 1.3673, 31.5746, -0.081, 0.0535, -0.0013
Si, 4.1018, 4.1018, 31.5746, 0.041, -0.0574, -0.0037
Si, 9.5708, 4.1018, 31.5746, -0.0119, 0.0678, -0.0361
Si, 1.3673, 6.8362, 31.5746, -0.0206, 0.035, -0.0198
Si, 6.8362, 6.8362, 31.5746, 0.0289, -0.0257, -0.0156
Si, 4.1018, 9.5708, 31.5746, -0.0396, 0.0029, -0.0354
Si, 9.5708, 9.5708, 31.5746, 0.0467, -0.0583, 0.0001
Si, 2.7345, 0, 0.6835, 0.0171, -0.0269, 0.008
Si, 8.2035, 0, 0.6835, -0.0362, 0.0318, 0.0052
Si, 0, 2.7345, 0.6835, -0.0498, 0.0363, 0.0061
Si, 5.469, 2.7345, 0.6835, 0.0275, 0.0376, 0.0431
Si, 2.7345, 5.469, 0.6835, -0.0315, 0.0329, 0.0041
Si, 8.2035, 5.469, 0.6835, 0.0219, -0.0774, 0.0151
Si, 0, 8.2035, 0.6835, 0.0288, -0.0446, 0.0341
Si, 5.469, 8.2035, 0.6835, -0.011, 0.0184, 0.0176
Si, 4.1018, 1.3673, 2.0507, -0.1094, -0.0133, -0.0501
Si, 9.5708, 1.3673, 2.0507, 0.0579, -0.0252, 0.0731
Si, 1.3673, 4.1018, 2.0507, 0.0657, -0.0016, 0.074
Si, 6.8362, 4.1018, 2.0507, -0.0077, 0.0888, -0.0803
Si, 4.1018, 6.8362, 2.0507, 0.0155, -0.0531, 0.0904
Si, 9.5708, 6.8362, 2.0507, -0.0182, 0.0479, -0.0498
Si, 1.3673, 9.5708, 2.0507, 0.078, 0.049, -0.0463
Si, 6.8362, 9.5708, 2.0507, 0.0429, -0.0445, 0.0651
Si, 0, 0, 3.418, 0.0993, 0.0379, 0.0998
Si, 5.469, 0, 3.418, -0.0773, 0.1393, 0.4311
Si, 2.7345, 2.7345, 3.418, -0.119, -0.5342, -0.2477
Si, 8.2035, 2.7345, 3.418, -0.3594, 0.0681, 0.2485
Si, 0, 5.469, 3.418, -0.2371, 0.024, 0.1348
Si, 5.469, 5.469, 3.418, 0.4344, -0.1592, -0.4301
Si, 2.7345, 8.2035, 3.418, -0.0826, 0.6057, -0.0385
Si, 8.2035, 8.2035, 3.418, 0.3135, 0.0504, -0.206
Si, 1.3557, 1.3709, 4.8281, 0.0079, 0.0021, 0.0055
Si, 6.8285, 1.3702, 4.8632, 0.0031, 0.0007, -0.0055
Si, 4.1951, 3.9963, 4.6863, 0.0018, 0.0006, -0.0015
Si, 9.527, 4.1142, 4.8059, -0.002, -0.0026, -0.0013
Si, 1.3277, 6.9107, 4.7451, -0.0062, 0.0028, -0.0066
Si, 6.8708, 6.8296, 4.7397, 0.0007, 0.004, -0.0029
Si, 4.0676, 9.6214, 4.8423, -0.0071, -0.0007, -0.0005
Si, 9.5716, 9.5854, 4.798, -0.0057, -0.0009, 0.0058
Si, 2.719, 0.0541, 6.3403, -0.006, -0.0059, -0.0033
Si, 8.2291, 0.0094, 6.2287, 0.009, -0.0013, 0.003
Si, -0.0746, 2.7364, 6.1697, -0.0026, 0.0021, -0.0019
Si, 5.4325, 2.7146, 6.2873, -0.0052, -0.0037, 0.0033
Si, 2.8506, 5.4981, 5.7776, 0.0077, 0.0069, 0.0015
Si, 8.2045, 5.5189, 6.2029, 0.0056, -0.0003, 0.0031
Si, 0.0224, 8.2772, 6.2248, 0, 0, 0.0083
Si, 5.5389, 8.2333, 6.0541, 0.0019, 0.0019, 0.0073
Si, 3.6451, 1.8314, 7.695, -0.0014, 0.0108, 0.0075
Si, 9.823, 1.1021, 7.6153, -0.0067, -0.0033, -0.012
Si, 1.5279, 4.1753, 7.0805, -0.0047, -0.0035, 0.0092
Si, 6.5884, 4.3652, 7.4992, 0.0091, -0.0051, 0.0107
Si, 4.398, 6.5445, 7.1624, -0.0205, 0.0203, -0.0018
Si, 9.3, 7.2017, 7.4988, -0.005, 0.0129, -0.0061
Si, 1.1643, 9.7997, 7.6901, 0.0038, -0.0036, -0.0232
Si, 7.0092, 9.3662, 7.4942, -0.0098, 0.005, -0.0049
O, 1.4541, 3.9719, 24.2813, -0.0026, 0.0013, -0.0055
O, 6.8338, 9.4839, 24.2596, -0.0057, 0.0064, -0.0032
O, 2.5333, 3.0241, 7.6508, 0.014, -0.0066, 0.0027
O, 8.1339, 8.2624, 7.9768, 0.0134, -0.0139, 0.001
O, 5.4332, 5.4873, 7.9325, 0.0065, -0.0082, 0.0032
O, 0.0184, -0.0034, 8.1502, -0.0042, 0.0034, 0.0061
O, 4.1327, 6.8211, 24.3438, -0.0042, 0.0018, -0.0062
O, 9.6011, 1.3705, 24.1902, 0.0032, -0.0042, -0.0055
O, 1.8249, 9.1361, 9.0825, 0.0031, -0.0038, 0.0083
O, 1.0784, 5.2752, 8.2358, 0.0006, -0.0025, -0.0004
O, 9.0493, 1.7069, 8.9735, 0.0024, -0.0006, 0.0059
O, 6.2785, 9.9163, 8.8806, -0.0029, 0.0005, 0.0033
O, 3.6929, 1.6884, 9.3649, -0.001, 0.0014, -0.0068
O, 3.4354, 7.2934, 8.2263, -0.0027, 0.0008, 0.0138
O, 7.21, 3.6928, 8.8928, -0.0026, 0.0025, -0.0066
O, 9.9397, 6.767, 8.9706, -0.0024, 0.0004, -0.0004
O, 2.9842, 1.9753, 23.4206, -0.0022, 0.0015, 0.0005
O, 5.0383, 0.2626, 23.3926, 0.0013, -0.0028, -0.0021
O, 7.8989, 3.2568, 23.347, -0.0002, -0.0002, -0.0093
O, 10.3391, 5.0494, 23.2046, -0.0005, 0.0005, -0.0043
O, 8.6708, 7.6228, 23.5103, 0.002, 0.0005, -0.0035
O, 2.4053, 8.648, 23.4489, 0.0017, -0.0029, -0.0007
O, 6.3281, 5.2712, 23.9614, 0.0022, -0.0015, -0.004
O, 0.5174, 10.5697, 23.3502, -0.0012, 0.0014, -0.0035
Si, 2.9694, 8.0409, 9.5673, 0.0054, -0.0083, -0.0081
Si, 9.972, 0.2351, 13.1159, 0, 0.0001, 0.0051
Si, 14.7652, 5.6232, 13.3936, 0.0015, 0.0004, -0.0012
Si, 4.4566, 1.657, 22.7855, 0.0021, 0.0002, 0.0047
Si, 8.5786, 2.3546, 20.2597, -0.0017, 0.0002, -0.0005
Si, 10.197, 4.9446, 21.5756, 0.0005, -0.0012, 0.0062
Si, 1.2216, 9.3193, 22.5588, 0.0015, -0.0003, 0.0036
Si, 13.1098, 4.5758, 20.2237, 0, 0, -0.0004
Si, 1.9785, 5.3845, 11.0649, 0.0008, -0.0016, -0.0013
Si, -2.0134, 10.1381, 20.1537, -0.001, -0.0003, -0.0016
Si, 4.4454, 6.62, 16.024, 0.0017, 0.0012, -0.0002
Si, 7.4448, 9.4052, 12.7416, -0.0012, -0.003, 0.0023
Si, 5.6699, 9.5795, 10.3548, -0.0014, -0.0035, -0.0032
Si, 5.3846, 3.0013, 12.7426, 0.0013, -0.001, 0.002
Si, 3.1392, 12.569, 16.0061, 0.0006, 0.001, -0.0015
Si, 2.6761, 9.3746, 19.8019, -0.0004, 0.0007, 0.0008
Si, 5.2796, 3.8771, 15.4523, 0, -0.0004, -0.0008
Si, 3.3301, 2.6391, 10.6668, -0.0015, 0.0017, -0.0007
Si, 4.9392, 11.0082, 12.7352, -0.0002, 0.0004, 0.004
Si, 6.4925, 4.0101, 22.9725, 0.0029, 0.003, 0.0062
Si, 13.135, 0.72, 13.0485, 0.0001, 0.0023, 0.004
Si, 8.6703, 3.2278, 9.4656, -0.0013, -0.0001, -0.0019
Si, 9.615, 14.0395, 17.4488, 0.0011, 0.0008, -0.0044
Si, 12.2504, 2.4607, 18.389, -0.0004, -0.0003, -0.0037
Si, 8.1999, 4.5272, 15.2242, 0.0001, 0.0003, 0.0026
Si, 4.6732, -0.0762, 18.0349, -0.0006, -0.0013, -0.0032
Si, 5.0017, 4.8262, 20.4643, 0.0022, -0.0002, 0.0024
Si, 7.2618, 7.5967, 15.2855, 0.0001, 0.0004, 0.0005
Si, 14.5641, 6.7136, 18.905, 0.0002, 0.0007, -0.004
Si, 9.4359, 7.804, 22.0717, 0.001, 0, 0.0043
Si, 18.2902, 9.7095, 17.4527, -0.0005, -0.0025, -0.0029
Si, 10.7562, 5.3952, 9.264, 0.003, -0.0022, -0.004
Si, 5.5334, 13.0229, 19.977, -0.0002, -0.0009, 0.0026
Si, 0.4059, -0.5641, 18.4443, -0.0012, 0.0003, -0.0027
Si, 9.56, 11.2289, 16.1945, 0.001, 0.0007, 0.0006
Si, 8.5696, 3.0603, 12.5969, -0.0018, 0.0012, 0.0019
O, 6.9813, 13.7353, 12.6571, 0.0008, -0.0013, -0.0025
O, 7.0035, -8.7028, 20.6841, -0.0007, 0, -0.0031
O, 11.7281, 0.9773, 18.8135, -0.0001, -0.0007, -0.0007
N, 4.8358, 4.253, 13.8081, -0.0009, 0.0007, -0.0013
O, 2.1018, 2.416, 16.9783, -0.0009, 0.0001, -0.0003
O, 9.7678, 10.8013, 14.6692, -0.0011, 0.0007, -0.0036
O, 5.5352, 1.1749, 18.6368, 0.0001, -0.0003, -0.0016
O, 3.3804, 10.4872, 12.9533, 0.0007, -0.0015, -0.003
O, 2.5537, 4.0386, 10.3038, -0.002, 0.0016, -0.001
O, 0.3496, 5.3279, 10.8083, 0.0037, -0.0007, -0.0008
O, 5.104, 3.5583, 19.4457, -0.0007, -0.0003, -0.003
O, 9.4048, 3.5803, 21.0218, 0.0004, 0.0003, -0.0034
O, 15.5802, 6.5948, 12.3576, -0.0078, -0.0015, -0.0025
O, 1.6994, 9.4138, 18.4891, -0.001, -0.0003, -0.0017
O, 0.0825, 8.1823, 22.2732, -0.003, -0.0014, -0.0046
O, 13.3907, 5.5707, 18.9406, -0.0009, -0.0007, -0.0013
O, 16.6688, -1.145, 17.4129, -0.0001, 0.0006, -0.0007
O, 10.6226, 10.2973, 17.0006, -0.0001, 0.0009, -0.0005
O, 4.5141, 1.567, 21.1586, 0.0015, 0.0003, -0.0063
O, 2.4218, 5.2537, 12.6337, -0.0001, -0.0004, -0.0035
O, 6.2474, 4.7262, 21.513, -0.0002, 0.0008, -0.0047
O, 8.6658, 9.0785, 21.3689, -0.0003, 0.0011, -0.0048
O, 8.0247, 10.9716, 16.6659, 0.0008, 0.0005, -0.0013
O, 3.1904, 7.8575, 19.9703, -0.0006, -0.0004, -0.0008
O, 15.9873, 6.1505, 19.5146, 0.0004, 0.0001, -0.0014
O, 4.8895, 12.5078, 13.3498, 0.0004, 0.0011, -0.0039
O, 8.8679, 10.1753, 12.3743, 0.0009, 0.0012, -0.0039
O, 8.913, 4.1328, 13.7921, 0.0001, 0.0002, -0.0029
O, 6.2127, 10.2623, 13.451, -0.0005, 0.0007, -0.002
O, 7.7384, 8.2544, 13.8611, 0.0005, -0.0003, -0.0022
O, 7.8132, 8.3613, 16.6298, 0.0003, 0.0007, -0.0009
O, 4.2759, 8.7487, 10.2388, -0.0025, -0.0018, -0.0045
O, 4.7616, 3.177, 11.2613, 0.0009, -0.0017, -0.0009
O, 5.2981, 10.9783, 11.132, -0.0006, 0.0002, -0.002
O, 4.4668, 13.5017, 15.9177, -0.0011, -0.0007, -0.0004
O, 3.9286, 10.3091, 19.3724, 0.0006, 0.0005, -0.0016
O, 6.8877, 3.5683, 15.4678, 0.0005, 0.0004, -0.0022
O, 13.085, 3.041, 19.6559, -0.0006, -0.0011, -0.0011
O, 0.6606, 11.0708, 12.8066, -0.0015, -0.001, -0.0045
O, -1.5295, 6.3698, 21.2313, -0.0002, 0.0001, -0.0047
O, 5.6333, 7.5495, 15.4004, -0.0008, -0.0006, -0.002
O, 5.0072, 5.1385, 16.4481, -0.0003, 0.0006, -0.0009
O, 3.8007, 7.2659, 17.3747, -0.0005, 0.0001, 0.0002
O, 0.0755, 3.5007, 18.1694, -0.0003, -0.0005, 0.0003
O, 11.7126, 4.9442, 20.958, 0.0003, -0.0008, -0.0031
O, 7.8348, 6.0942, 15.2022, -0.0005, -0.0012, -0.0025
O, 5.343, 2.9193, 23.3003, -0.0036, -0.0029, -0.0029
O, 12.8799, 9.855, 21.181, -0.0001, -0.0003, -0.0041
O, 9.06, 11.7357, 20.5577, 0, -0.0001, -0.0013
O, 2.4762, 1.8033, 11.8186, -0.0003, -0.0017, -0.0014
O, 2.3464, 1.3376, 14.588, -0.0009, -0.0004, -0.0027
O, 9.1478, 4.3493, 16.5337, 0.0002, -0.0009, -0.0006
O, 3.6414, 0.2894, 16.8129, 0.0003, -0.0003, 0
O, 9.5069, 12.6971, 12.8189, 0.0011, -0.0026, -0.004
O, 10.3781, -1.198, 19.5727, 0.0005, -0.0005, -0.0023
O, 7.7971, 9.7977, 19.0199, 0.0002, 0.0006, 0.0016
O, 14.4436, 15.6796, 21.1964, -0.0007, -0.0001, -0.0023
O, 6.7988, -2.1087, 11.3252, 0.0009, 0.0017, -0.0013
O, 14.3276, 6.372, 14.7982, -0.0006, -0.001, -0.0026
O, 2.3992, 6.8816, 10.5537, 0.0023, 0.0046, -0.0052
O, 9.8082, 4.1654, 8.7944, -0.0004, 0.0011, 0.0006
O, 8.8174, 3.5231, 11.0567, 0.0004, 0.0003, 0.0003
O, 9.869, 1.8653, 16.4139, -0.0008, -0.001, -0.0016
O, 8.5901, 2.6743, 18.6473, -0.0009, -0.0009, 0.0006
H, 16.5321, 6.7176, 12.4793, 0.0061, -0.0004, -0.0007

Results
free energy: -133793.592 eV
free energy less fixed offsets of H -15.97, N -385.13, O -568.88, Si -635.61 eV per atom: 0.588 eV

The program warned: the cutoff lies below the one the program advises for these potential files; the forces do not sum to zero within the program's tolerance; the exchange-correlation potential is rough where the density is thin.
